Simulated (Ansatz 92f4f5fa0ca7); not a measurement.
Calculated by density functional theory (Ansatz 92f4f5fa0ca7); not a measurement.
Periodic cell of 223 atoms, Si132O90P1, from a study of silicon, its oxide and their interface. The atomic structure is a simulated model.
Doubt: the cutoff is far below the 930 eV that the study's wrapper takes by default for these files, so forces and energies are approximate.
This geometry differs little from another in the collection (a relaxation step or a small displacement).

Settings
functional: PBE
potential files: Ansatz PAW
basis: plane waves
wave-function cutoff: 580 eV
density cutoff ratio: 5
exchange-correlation grid ratio: 1
k mesh: 1 x 1 x 1, Gamma-centred
self-consistency stop: 5e-08 eV per atom in the density residual
occupations: fixed
spin: none
net charge: +1 e, with a uniform compensating background and no finite-size correction

Cell vectors (angstrom)
a	10.938	0	0
b	0	10.938	0
c	0	0	32.1988

Atoms: element, x, y, z (angstrom)
Si	10.539	0.2477	24.8744
Si	5.7455	10.7064	24.7139
Si	2.4907	2.937	24.6065
Si	8.4115	2.4682	24.7906
Si	0.2826	5.1757	24.7408
Si	5.13	5.7645	24.6513
Si	2.9103	8.014	24.6089
Si	7.9341	8.4601	24.7138
Si	1.3353	1.3956	25.9955
Si	6.8474	1.3215	26.111
Si	4.0421	4.1213	25.9687
Si	9.5974	4.0627	26.0474
Si	1.3631	6.8381	26.016
Si	6.7579	6.8581	25.982
Si	4.095	9.5762	25.9737
Si	9.4393	9.5782	26.1596
Si	2.7095	0.0076	27.3326
Si	8.1507	0.0039	27.5664
Si	0.0003	2.7227	27.457
Si	5.4378	2.7593	27.3448
Si	2.7381	5.4787	27.4274
Si	8.1739	5.4774	27.3199
Si	-0.0236	8.2048	27.3857
Si	5.4317	8.2043	27.4206
Si	4.0756	1.3811	28.7282
Si	9.5779	1.3702	28.8355
Si	1.3577	4.1117	28.7914
Si	6.8246	4.1141	28.7273
Si	4.1002	6.8323	28.7971
Si	9.5348	6.825	28.7384
Si	1.3619	9.58	28.7371
Si	6.7757	9.5535	28.8424
Si	0.0165	-0.0118	30.1597
Si	5.4173	0.0227	30.1502
Si	2.7323	2.7363	30.1412
Si	8.1868	2.7603	30.1327
Si	-0.0327	5.4726	30.1279
Si	5.4823	5.4644	30.1459
Si	2.7193	8.2187	30.1225
Si	8.1914	8.182	30.1536
Si	1.3759	1.365	31.5289
Si	6.8202	1.3859	31.4893
Si	4.1101	4.0967	31.5102
Si	9.557	4.1078	31.515
Si	1.3472	6.849	31.4741
Si	6.8426	6.8196	31.539
Si	4.0732	9.5769	31.5193
Si	9.5708	9.5588	31.5125
Si	2.7361	0.0017	0.7152
Si	8.1909	0.0129	0.6513
Si	-0.0078	2.7384	0.6856
Si	5.4788	2.7348	0.6906
Si	2.7275	5.4954	0.6412
Si	8.2128	5.4567	0.715
Si	0.0059	8.1906	0.6814
Si	5.4634	8.2137	0.6833
Si	4.1307	1.3663	2.0676
Si	9.5563	1.3539	2.0432
Si	1.3737	4.137	2.0174
Si	6.8472	4.0817	2.0762
Si	4.0968	6.8339	2.0435
Si	9.586	6.8361	2.0635
Si	1.375	9.5446	2.0602
Si	6.8293	9.6032	2.0397
Si	-0.0139	-0.029	3.3892
Si	5.4925	0.0115	3.4746
Si	2.7682	2.7893	3.3636
Si	8.1945	2.6936	3.4545
Si	0.026	5.4761	3.4364
Si	5.4732	5.4703	3.4069
Si	2.7651	8.205	3.4494
Si	8.2035	8.2307	3.379
Si	1.3869	1.3946	4.6224
Si	6.8481	1.3462	4.9174
Si	4.1537	4.0885	4.8028
Si	9.5777	4.0823	4.7648
Si	1.4151	6.8313	4.826
Si	6.8204	6.8917	4.7256
Si	4.1366	9.5761	4.8513
Si	9.5524	9.5516	4.7899
Si	2.7446	0.1155	6.0512
Si	8.2085	-0.0642	6.274
Si	0.0282	2.6714	6.0447
Si	5.4765	2.7272	6.2923
Si	2.8168	5.4775	6.1858
Si	8.1704	5.482	6.0351
Si	0.0108	8.1882	6.1556
Si	5.5302	8.2218	6.2385
Si	3.8388	1.5688	7.6024
Si	9.8424	1.1403	7.4597
Si	1.6309	3.7961	7.3159
Si	6.6543	4.418	7.4859
Si	4.4084	6.6314	7.5548
Si	9.3655	6.9447	7.4063
Si	1.1444	9.9214	7.2955
Si	7.1641	9.2248	7.681
O	8.3143	8.0829	7.9247
O	2.7217	2.7335	7.952
O	9.503	1.3406	24.1924
O	4.0031	6.8875	24.0881
O	0.0337	0.0265	7.9624
O	5.5282	5.5077	8.0413
O	6.8481	9.588	24.1674
O	1.3771	4.0816	24.1393
O	3.8604	7.3817	8.9412
O	0.8236	4.3679	8.6134
O	9.8144	6.1592	8.7922
O	2.1227	9.3855	8.4965
O	7.5147	3.9248	8.8041
O	4.2691	0.9197	9.0676
O	6.7442	9.5605	9.2343
O	9.2151	1.8544	8.8056
O	7.6798	3.1647	23.4991
O	10.5719	5.9159	23.4178
O	5.1189	0.4865	23.3839
O	5.8171	5.1152	23.3059
O	3.1147	2.237	23.238
O	2.2089	8.7809	23.2036
O	8.6768	7.8358	23.3617
O	0.1606	10.2267	23.5692
Si	4.407	1.6033	22.4397
Si	3.4889	7.9243	14.0326
Si	7.1269	0.9428	14.6768
P	0.9096	9.3656	22.5457
Si	1.179	4.3081	11.8822
Si	6.2628	8.9478	15.3253
Si	0.6805	1.3625	12.292
Si	8.6597	4.9816	20.4976
Si	0.329	5.71	9.3613
Si	5.0918	3.0948	17.9387
Si	0.887	3.7248	16.7382
Si	10.3971	2.839	19.2377
Si	5.2811	1.1801	10.3472
Si	0.8658	0.1649	19.8682
Si	6.6478	9.4617	10.873
Si	9.3391	9.6382	18.3536
Si	9.3899	9.2528	12.593
Si	6.5629	3.8756	22.5538
Si	2.4386	8.0685	9.3791
Si	10.5917	7.3491	17.0745
Si	2.5108	6.2745	16.5745
Si	10.1741	4.4794	14.1886
Si	6.1371	9.1483	18.522
Si	7.9706	2.5688	9.5814
Si	8.8812	2.1315	12.4552
Si	5.3314	6.2117	18.0698
Si	3.9315	0.5279	19.474
Si	4.2799	3.8357	12.0479
Si	5.5447	6.6007	12.1348
Si	8.0093	2.4737	17.2389
Si	4.3676	2.4715	14.961
Si	1.5515	1.2008	15.2483
Si	1.5725	9.4128	12.0487
Si	8.0501	6.8428	13.8726
Si	10.3926	9.8387	15.5055
Si	9.8167	7.0338	22.541
Si	8.1108	5.472	17.4017
O	6.0462	7.961	11.2935
O	6.0235	9.1871	16.9102
O	7.6888	1.3476	13.2094
O	0.8977	1.737	13.8661
O	9.4215	6.249	16.8681
O	6.7635	6.2023	13.1328
O	5.125	4.6273	18.6207
O	9.2182	2.1275	18.3163
O	2.3491	0.0333	19.16
O	9.4598	10.2427	16.8219
O	2.7881	4.4299	11.7233
O	5.0566	10.2851	19.1219
O	9.4262	3.2251	13.5023
O	0.4382	1.7392	19.9967
O	3.1646	1.3497	15.0578
O	8.1905	5.4004	19.0205
O	3.8889	6.5747	17.3986
O	4.5702	3.2695	16.3897
O	9.0545	5.6501	14.3184
O	5.4581	2.7885	22.0628
O	10.6712	4.1349	15.6902
O	0.3503	3.8297	18.2845
O	10.4182	10.4331	19.3346
O	9.6365	10.0324	14.0597
O	10.9577	8.1933	22.0508
O	1.2016	2.1429	16.5289
O	9.7545	3.7678	20.4256
O	8.1472	4.0037	16.7148
O	-0.0421	9.1122	11.9332
O	6.5752	2.3873	18.0203
O	5.5833	10.7184	11.1995
O	7.7504	9.5574	18.8651
O	10.0315	1.012	12.0651
O	1.3077	6.9608	9.0603
O	0.6205	4.7608	13.3545
O	5.7057	7.5894	18.9895
O	5.236	5.0844	11.5201
O	2.7127	6.9768	15.1207
O	0.9052	2.7438	11.4686
O	0.8788	10.6736	15.5577
O	2.3966	8.5804	10.9154
O	4.6968	2.428	11.2707
O	4.2645	3.5023	13.6802
O	2.2011	4.6655	16.4886
O	10.7018	8.2489	15.7122
O	6.9289	10.2768	14.6886
O	2.3454	8.9514	13.431
O	8.043	1.4944	15.9311
O	4.1322	6.9931	12.8618
O	4.1557	1.9661	18.7055
O	7.3288	4.4889	21.2747
O	8.4065	2.9148	11.1108
O	1.1776	6.8422	17.3612
O	5.6693	1.5729	14.7811
O	8.1269	9.7552	11.6128
O	9.2705	6.3338	21.2005
O	8.9696	7.72	12.8855
O	1.6609	0.1186	11.8793
O	6.6361	6.1134	17.0664
O	7.3899	7.7816	15.0556
O	1.2292	10.2737	21.3406
O	10.0405	8.1671	18.372
O	3.948	0.8417	21.0828
O	0.341	5.3383	10.9324
O	6.697	1.5711	9.6375
O	4.7713	8.6983	14.7005

Results
free energy: -135857.962 eV
free energy less fixed offsets of O -568.88, P -755.39, Si -635.61 eV per atom: -2.852 eV

Forces (eV/angstrom), in the order of the atoms: element, x, y, z
Si	0.1469	-0.1006	0.1587
Si	0.0119	-0.0063	0.1529
Si	-0.035	0.0257	0.0697
Si	0.0294	-0.0321	-0.0247
Si	0.0145	0.0243	0.1132
Si	-0.0894	0.0861	-0.021
Si	0.0287	-0.045	0.6451
Si	-0.0239	0.021	0.0814
Si	-0.074	-0.029	-0.0711
Si	0.003	-0.0259	-0.0339
Si	-0.0182	0.0191	-0.005
Si	0.0138	0.0127	-0.0493
Si	0.1621	-0.0151	-0.0702
Si	-0.0191	0.0287	-0.0172
Si	0.0094	-0.1431	-0.073
Si	0.0212	0.0569	-0.065
Si	0.0402	-0.0029	0.0108
Si	-0.0249	-0.0141	-0.0659
Si	0.0179	0.0047	-0.0389
Si	0.0045	0.0045	0.0468
Si	-0.103	0.0034	-0.0698
Si	0.0033	-0.0072	0.04
Si	0.0113	-0.0398	-0.0002
Si	0.0166	0.0832	-0.0639
Si	-0.0209	-0.0014	-0.0365
Si	0.0283	-0.0033	0.0636
Si	0.0366	0.0193	0.035
Si	-0.004	-0.0034	-0.0389
Si	0.0119	-0.0144	0.0282
Si	0.0042	0.0121	-0.0331
Si	-0.009	0.0091	-0.0234
Si	-0.0395	-0.038	0.0596
Si	-0.0134	0.0129	0.0138
Si	0.0082	-0.0343	0
Si	-0.022	-0.0022	0.0036
Si	0.003	0.0072	0.0083
Si	0.016	-0.0069	-0.0024
Si	-0.0095	0.0129	-0.0023
Si	0.01	-0.0066	0.0137
Si	-0.0067	0.0279	0.0032
Si	0.0087	0.006	-0.0036
Si	0.0012	-0.0075	-0.0057
Si	-0.0062	0.0014	-0.0064
Si	0.0031	-0.0005	-0.0021
Si	-0.0038	-0.0049	-0.0041
Si	-0.0068	0.0105	-0.0006
Si	0.0024	0.0147	-0.0019
Si	0.0038	-0.0123	-0.0099
Si	-0.0058	-0.009	0.0003
Si	-0.0012	-0.0071	0.0024
Si	0.0029	-0.0049	-0.0016
Si	-0.001	0.0056	-0.0023
Si	0.0012	0.0043	0.0064
Si	-0.0001	-0.0028	-0.0001
Si	0.0053	0.0134	0.0009
Si	0.0028	-0.0028	0.0035
Si	-0.0163	-0.001	0.0056
Si	0.0002	0.0118	-0.0024
Si	0.0142	-0.0132	0.014
Si	-0.0028	0.0165	-0.0028
Si	-0.008	0.0013	-0.0038
Si	-0.0047	0.0005	0.007
Si	-0.0143	0.0162	0.0055
Si	0.0105	-0.0084	0.0059
Si	-0.0293	-0.0565	-0.0487
Si	0.0221	0.0027	0.0341
Si	0.0335	0.0649	-0.067
Si	-0.0197	-0.0388	0.0312
Si	0.0179	0.0091	0.0176
Si	-0.0068	-0.0091	-0.03
Si	0.0255	0.0046	0.0338
Si	-0.003	0.0222	-0.05
Si	0.0022	-0.0029	0.0713
Si	0.0054	0.0075	-0.0359
Si	-0.0155	-0.0197	0.0379
Si	0.0088	0.0075	-0.0187
Si	-0.0075	-0.0114	-0.0118
Si	0.0019	-0.0057	0.025
Si	-0.0101	-0.0152	-0.0469
Si	0.0182	0.0132	0.0427
Si	-0.0173	-0.0044	0.028
Si	0.007	-0.0024	0.0108
Si	0.0037	0.0009	0.0107
Si	0.0037	0.0192	0.0155
Si	-0.0018	-0.0091	0.0022
Si	-0.0058	0.0049	0.0257
Si	0.0006	0.0158	0.0083
Si	0.0002	-0.0004	0.0249
Si	-0.0007	0.0223	-0.0343
Si	0	-0.0325	-0.0183
Si	0.0392	0.0041	-0.0091
Si	-0.0177	-0.0255	-0.0345
Si	-0.0024	-0.0203	-0.0189
Si	0.0103	0.01	-0.017
Si	-0.0108	-0.0129	-0.0296
Si	0.0186	0.0095	-0.0454
O	-0.0121	0.0016	-0.0188
O	-0.0248	0.0107	-0.0125
O	-0.0153	0.0227	0.0232
O	0.0977	-0.0848	-0.0965
O	-0.0041	0.0123	-0.0132
O	-0.0015	0.0186	-0.0147
O	0.0079	-0.0169	-0.0479
O	-0.007	-0.0063	-0.0358
O	-0.0181	0.0205	0.0045
O	-0.0163	0.0152	-0.0023
O	0.0174	-0.0156	0.005
O	0.0156	-0.0181	0.0107
O	0.0199	-0.0159	0.0149
O	0.0204	-0.0134	0.0278
O	-0.0121	0.0016	0.0459
O	-0.0215	0.0222	0.0064
O	-0.0279	0.0186	0.0073
O	-0.0372	0.0564	-0.057
O	-0.031	0.0287	-0.0617
O	0.0303	-0.0412	0.035
O	0.0245	-0.0127	-0.0153
O	-0.3475	0.2342	-0.4955
O	0.0218	-0.0244	-0.0381
O	0.027	-0.0297	-0.1337
Si	0.0053	-0.0088	0.0157
Si	0.0033	0.004	-0.0246
Si	0.0064	-0.0005	-0.0222
P	0.0753	0.0141	0.1653
Si	-0.0002	0.0051	-0.0025
Si	-0.0051	-0.0023	-0.0215
Si	0.0038	0.002	0.0038
Si	-0.0192	-0.0052	-0.0044
Si	-0.0107	0.0005	0.0112
Si	-0.0046	-0.0147	-0.0334
Si	0.0001	-0.01	-0.0205
Si	0.0006	-0.01	-0.0157
Si	-0.0112	-0.0037	-0.0019
Si	0.0022	-0.0315	-0.0252
Si	-0.0075	0.0078	-0.0109
Si	0.029	0.0302	-0.0168
Si	-0.0046	0.0027	-0.0155
Si	-0.0133	0.014	0.0122
Si	0.008	0.003	0.0055
Si	0.0038	0.0106	-0.0231
Si	0.002	0.0055	-0.0363
Si	0.0004	-0.0041	-0.0292
Si	-0.0012	0.0161	-0.0339
Si	0.0005	0.0109	0.0026
Si	-0.0054	0.0091	-0.0133
Si	-0.0001	-0.0081	-0.0345
Si	-0.0329	-0.0007	0.0028
Si	0.0003	-0.0053	-0.0002
Si	-0.0018	0.0023	0.0086
Si	-0.0044	-0.0073	-0.0262
Si	0.0034	-0.0001	-0.0365
Si	-0.0011	-0.0045	-0.0209
Si	0.0066	-0.0054	-0.0068
Si	-0.0004	0.0047	-0.0203
Si	-0.0023	0.0043	-0.0178
Si	0.0514	0.006	0.0281
Si	-0.0006	-0.0115	-0.0148
O	-0.0033	-0.0148	-0.001
O	-0.0013	-0.0014	0.0207
O	-0.0049	-0.0069	0.01
O	0.0028	-0.0015	0.0121
O	0.0012	-0.0037	0.0076
O	0.0087	0.0003	0.0018
O	-0.0007	0.006	0.0166
O	-0.0049	0.0129	0.0103
O	0.0228	0.0136	0.0138
O	-0.0009	-0.0242	0.0253
O	0.0006	-0.0025	-0.0073
O	0.0127	-0.0138	0.0074
O	0.0032	0.007	0.0085
O	-0.0025	-0.0096	0.0203
O	0.0003	0.0004	0.0108
O	-0.001	0.0059	-0.0077
O	0.0022	-0.0002	0.0193
O	0.0034	0.0045	0.0182
O	0.0003	0.0002	0.0103
O	0.0042	0.0026	0.0107
O	0.0032	-0.0013	0.0226
O	0.0008	0.0042	0.0121
O	-0.0073	-0.0124	-0.0186
O	0.0075	0.0066	0.0226
O	-0.0281	-0.0341	0.0418
O	-0.0043	0.0061	0.0181
O	0.0086	-0.0083	0.0107
O	-0.0025	0.0084	0.0072
O	-0.0045	-0.0011	-0.0043
O	0.0006	0.0059	0.0139
O	0.003	-0.0073	-0.0048
O	-0.0027	-0.0056	0.019
O	0.0014	-0.0054	-0.0039
O	0	-0.0024	-0.0167
O	-0.01	-0.0002	0.0146
O	-0.0038	-0.0045	0.0259
O	0.0032	0.0038	-0.0118
O	-0.0056	-0.0103	0.0214
O	-0.0024	-0.009	-0.0072
O	-0.0112	-0.0058	0.0059
O	-0.0064	0.0095	0.0115
O	-0.0046	0.0171	0.0019
O	-0.0001	-0.0087	0.0183
O	0.0003	0.0001	0.0114
O	0.0004	-0.0022	0.0122
O	0.0003	-0.0022	0.0068
O	0.0049	-0.0041	0.009
O	0.0023	0.0056	0.0175
O	-0.0043	0.003	0.0024
O	0.008	0.0048	0.0076
O	0.0204	0.0066	-0.0072
O	0.0089	-0.0033	0.0152
O	0.002	-0.0048	0.0157
O	-0.0033	0.0016	0.0107
O	0.0138	-0.0045	-0.0004
O	-0.0023	-0.0058	0.0153
O	-0.0057	-0.0087	0.0048
O	-0.0067	0.0036	-0.0055
O	0.0019	-0.0014	0.0098
O	0.0009	0.0006	0.0107
O	0.0017	0.0366	-0.0498
O	-0.0041	0.0082	0.0048
O	-0.0048	-0.0152	-0.019
O	0.0056	-0.0126	0.0087
O	-0.0038	-0.0055	-0.0134
O	0.0074	0.0008	0.011

The program warned: the cutoff lies below the one the program advises for these potential files; the exchange-correlation potential is rough where the density is thin.
